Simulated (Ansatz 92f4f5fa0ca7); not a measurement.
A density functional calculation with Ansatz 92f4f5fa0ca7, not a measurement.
Periodic cell of 223 atoms, Si132O90P1, from a study of silicon, its oxide and their interface. The atomic structure is a simulated model.
Doubt: the cutoff is far below the 930 eV that the study's wrapper takes by default for these files, so forces and energies are approximate.
This geometry differs little from another in the collection (a relaxation step or a small displacement).

Settings: functional PBE; potential files Ansatz PAW; basis plane waves; wave-function cutoff 580 eV; density cutoff ratio 5; exchange-correlation grid ratio 1; k mesh 1 x 1 x 1, Gamma-centred; self-consistency stop 5e-08 eV per atom in the density residual; occupations fixed; spin none; net charge +1 e, with a uniform compensating background and no finite-size correction.

Cell vectors (angstrom)
a 10.938 0 0
b 0 10.938 0
c 0 0 32.1988

Atoms: element, x, y, z (angstrom)
Si 10.5944 0.2396 24.8561
Si 5.7203 10.6637 24.7325
Si 2.4615 2.9071 24.629
Si 8.3917 2.4678 24.8266
Si 0.2652 5.1914 24.7532
Si 5.1514 5.7266 24.6827
Si 2.9409 8.0164 24.5903
Si 7.9619 8.4365 24.7257
Si 1.3286 1.384 26.0392
Si 6.8367 1.2888 26.1106
Si 4.0252 4.104 25.9742
Si 9.5903 4.0671 26.0984
Si 1.4094 6.8275 25.9902
Si 6.7731 6.8494 26.0358
Si 4.0988 9.5295 26.0036
Si 9.4633 9.5868 26.1354
Si 2.7258 -0.0083 27.3545
Si 8.1553 -0.0225 27.5581
Si 0.0036 2.7181 27.5057
Si 5.4422 2.7495 27.3343
Si 2.7255 5.4649 27.4269
P 8.1813 5.4715 27.3557
Si -0.0166 8.1764 27.3429
Si 5.4402 8.1956 27.4683
Si 4.086 1.3734 28.7453
Si 9.5768 1.3431 28.8501
Si 1.3731 4.104 28.8171
Si 6.8274 4.1023 28.7371
Si 4.0872 6.8165 28.8093
Si 9.5512 6.822 28.7455
Si 1.3545 9.5568 28.7376
Si 6.7818 9.551 28.8658
Si 0.022 -0.0317 30.1688
Si 5.421 0.0166 30.1676
Si 2.7401 2.7212 30.158
Si 8.2069 2.7529 30.1421
Si -0.0298 5.4506 30.1413
Si 5.4859 5.4716 30.1531
Si 2.7153 8.2112 30.1329
Si 8.1845 8.1694 30.1638
Si 1.379 1.3506 31.5382
Si 6.8168 1.3873 31.4967
Si 4.1216 4.081 31.516
Si 9.5611 4.0993 31.5356
Si 1.3406 6.8511 31.4824
Si 6.8444 6.8129 31.5579
Si 4.0716 9.5706 31.529
Si 9.583 9.5397 31.5193
Si 2.7368 -0.0076 0.7267
Si 8.1959 0.0055 0.6476
Si -0.0003 2.7252 0.6963
Si 5.4829 2.7294 0.7066
Si 2.7311 5.4896 0.6377
Si 8.2147 5.4493 0.7309
Si 0.0084 8.1833 0.7002
Si 5.4616 8.2114 0.6939
Si 4.1309 1.3587 2.0768
Si 9.5587 1.3445 2.0478
Si 1.3811 4.1301 2.0196
Si 6.8485 4.0765 2.09
Si 4.0941 6.83 2.0478
Si 9.5877 6.8301 2.0775
Si 1.3771 9.5394 2.073
Si 6.8303 9.6031 2.0424
Si -0.0143 -0.037 3.3948
Si 5.4967 0.0086 3.4825
Si 2.7737 2.7892 3.3658
Si 8.1957 2.6831 3.4621
Si 0.0342 5.47 3.442
Si 5.4706 5.4665 3.4121
Si 2.7669 8.1996 3.459
Si 8.2043 8.2323 3.3815
Si 1.3879 1.3931 4.6291
Si 6.8483 1.3442 4.9236
Si 4.1532 4.0841 4.8119
Si 9.5824 4.0764 4.7644
Si 1.416 6.8266 4.8328
Si 6.8186 6.8929 4.7291
Si 4.1366 9.5731 4.8517
Si 9.5525 9.5498 4.799
Si 2.7468 0.1155 6.0538
Si 8.2088 -0.0662 6.2778
Si 0.0282 2.6672 6.0481
Si 5.4754 2.7258 6.2975
Si 2.8178 5.4741 6.1904
Si 8.174 5.4806 6.0308
Si 0.0111 8.1864 6.1579
Si 5.527 8.2211 6.2402
Si 3.8377 1.5695 7.6075
Si 9.8421 1.1361 7.4628
Si 1.6277 3.7971 7.3163
Si 6.658 4.4148 7.4796
Si 4.4086 6.6292 7.5552
Si 9.3655 6.9456 7.4058
Si 1.147 9.9172 7.2915
Si 7.1574 9.2274 7.6779
O 8.304 8.0799 7.9062
O 2.7143 2.7306 7.9484
O 9.5522 1.4103 24.3049
O 4.0901 6.8901 24.1462
O 0.0376 0.0238 7.9558
O 5.5351 5.5091 8.0288
O 6.813 9.5186 24.2206
O 1.3124 4.0308 24.1965
O 3.8632 7.3781 8.9388
O 0.8062 4.3735 8.5989
O 9.8128 6.1695 8.7933
O 2.1353 9.3779 8.4789
O 7.526 3.9257 8.7897
O 4.2686 0.9205 9.0675
O 6.7327 9.5595 9.2254
O 9.2127 1.8525 8.8017
O 7.7037 3.1615 23.5231
O 10.4771 5.8431 23.4508
O 5.0783 0.4298 23.4051
O 5.8726 5.0958 23.358
O 3.0925 2.2026 23.2741
O 2.292 8.7325 23.2385
O 8.6148 7.7463 23.391
O 0.2204 10.3482 23.5813
Si 4.3798 1.5639 22.4578
Si 3.489 7.9325 14.025
Si 7.1173 0.9578 14.6613
Si 0.9418 9.3654 22.5122
Si 1.1824 4.3115 11.8817
Si 6.2654 8.9652 15.3115
Si 0.6768 1.3715 12.2909
Si 8.6288 4.9469 20.4907
Si 0.3279 5.7153 9.3615
Si 5.1024 3.1248 17.9356
Si 0.8861 3.7465 16.7374
Si 10.4052 2.8467 19.2164
Si 5.2817 1.186 10.3503
Si 0.8841 0.1788 19.8338
Si 6.6464 9.4621 10.8695
Si 9.3379 9.6756 18.3177
Si 9.3909 9.2487 12.5685
Si 6.57 3.8456 22.5699
Si 2.4413 8.067 9.3774
Si 10.5909 7.3687 17.0711
Si 2.5103 6.2933 16.5708
Si 10.1752 4.4944 14.1855
Si 6.1401 9.1828 18.5065
Si 7.9703 2.5718 9.5811
Si 8.8792 2.1463 12.452
Si 5.3359 6.2454 18.0586
Si 3.9258 0.5553 19.4536
Si 4.2789 3.8432 12.048
Si 5.5425 6.6037 12.1352
Si 8.0121 2.5026 17.2122
Si 4.3595 2.4808 14.962
Si 1.5394 1.2139 15.2516
Si 1.568 9.4184 12.0412
Si 8.0501 6.854 13.863
Si 10.382 9.8389 15.4821
Si 9.8039 7.0115 22.5354
Si 8.1068 5.4859 17.3952
O 6.0456 7.9627 11.2863
O 6.0183 9.2085 16.8915
O 7.6778 1.3661 13.1911
O 0.8944 1.7497 13.8608
O 9.427 6.2578 16.8778
O 6.7593 6.2056 13.1332
O 5.1325 4.6609 18.6077
O 9.2281 2.1582 18.2722
O 2.3679 0.0945 19.0776
O 9.4127 10.2349 16.7629
O 2.7897 4.437 11.7085
O 5.0672 10.3218 19.1051
O 9.4244 3.2442 13.4917
O 0.4579 1.7661 19.9557
O 3.1531 1.3638 15.0588
O 8.1623 5.3782 19.014
O 3.8912 6.5996 17.386
O 4.5735 3.2825 16.3838
O 9.0618 5.6703 14.3111
O 5.4431 2.7585 22.1549
O 10.6722 4.1499 15.6824
O 0.3443 3.8689 18.2762
O 10.4245 10.5117 19.2199
O 9.643 10.0296 14.0247
O 10.9089 8.1208 22.1064
O 1.1913 2.162 16.5259
O 9.7363 3.7496 20.4127
O 8.1335 4.0314 16.6763
O -0.0426 9.1059 11.9016
O 6.5857 2.4181 18.0057
O 5.5846 10.7218 11.1927
O 7.75 9.5908 18.8415
O 10.0276 1.0278 12.0554
O 1.3119 6.9595 9.0442
O 0.6232 4.77 13.3481
O 5.7064 7.6225 18.9771
O 5.2376 5.0882 11.5137
O 2.712 6.989 15.1113
O 0.9087 2.7495 11.4605
O 0.8616 10.6867 15.5444
O 2.3979 8.5893 10.9046
O 4.6972 2.4349 11.265
O 4.2557 3.5111 13.6757
O 2.2023 4.6837 16.4795
O 10.703 8.2514 15.6937
O 6.9288 10.2908 14.6625
O 2.3431 8.9575 13.4187
O 8.0338 1.5197 15.9051
O 4.1258 6.9981 12.8495
O 4.1799 2.0131 18.7276
O 7.295 4.4147 21.2552
O 8.407 2.9289 11.1021
O 1.1789 6.8631 17.3549
O 5.6538 1.5755 14.7605
O 8.1308 9.7608 11.5856
O 9.2026 6.2829 21.2297
O 8.9574 7.7184 12.8508
O 1.6513 0.1238 11.871
O 6.6415 6.1482 17.0558
O 7.3969 7.8024 15.0379
O 1.2146 10.2995 21.2233
O 10.0339 8.1994 18.3537
O 3.9485 0.8467 21.0775
O 0.345 5.3425 10.9271
O 6.6925 1.5792 9.626
O 4.7771 8.7069 14.6776

Results
free energy: -135861.008 eV
free energy less fixed offsets of O -568.88, P -755.39, Si -635.61 eV per atom: -5.898 eV

Forces (eV/angstrom), in the order of the atoms: element, x, y, z
Si 0.0151 0.0177 0.054
Si -0.0139 -0.0049 0.0392
Si -0.0038 -0.0156 0.0483
Si 0.0234 0.0143 0.052
Si -0.0082 -0.0216 0.0424
Si 0.0092 0.0132 0.0268
Si -0.0008 0.0115 0.0215
Si -0.0091 -0.0126 0.0324
Si -0.0022 -0.0024 0.013
Si 0.0017 -0.0022 -0.0078
Si -0.0054 0.0024 -0.0087
Si 0.0017 -0.0067 0.0338
Si 0.0022 -0.0029 -0.005
Si 0.0042 -0.0046 0.0246
Si -0.0014 0.0054 0.0098
Si -0.0051 0.0036 -0.0095
Si -0.0032 0.0045 -0.019
Si 0.0053 0.0018 0.0141
Si -0.0034 -0.0023 -0.0061
Si -0.0038 -0.0039 0.001
Si 0.0015 -0.0043 0.019
P -0.0003 -0.0003 0.0012
Si 0.0022 0.0047 0.0015
Si -0.0011 -0.0016 0.0066
Si -0.0027 -0.0063 -0.0013
Si 0.0021 0.0077 -0.0062
Si -0.0058 0.0038 -0.0073
Si 0.0081 0.0159 0.004
Si 0.0051 0.0001 -0.0077
Si -0.0147 -0.0113 0.0051
Si 0.0083 0.0021 -0.0008
Si -0.0083 -0.0048 -0.0014
Si -0.0129 0.0037 -0.0031
Si 0.0129 -0.0032 -0.0019
Si -0.004 0.0102 -0.0035
Si 0.004 -0.0133 -0.0016
Si 0.0117 -0.0051 -0.0003
Si -0.0104 0.0016 -0.0025
Si 0.0005 -0.0108 -0.0006
Si 0.0005 0.01 -0.0023
Si 0.0039 -0.0034 -0.0057
Si 0.0038 0.0014 -0.0013
Si 0.0024 0.004 -0.0016
Si -0.0067 0.0089 -0.0074
Si -0.0011 -0.0033 -0.001
Si 0.0064 -0.0077 -0.0079
Si -0.0043 0.0048 -0.0071
Si -0.0042 -0.0011 -0.0008
Si 0.0013 -0.0022 0.003
Si -0.0007 -0.0001 -0.0021
Si -0.0017 0.0023 -0.0022
Si -0.0008 -0.0007 -0.0014
Si -0.0032 0.0009 -0.0022
Si 0.0022 -0.0032 -0.0004
Si 0.0014 -0.0018 -0.0016
Si 0.0003 -0.0002 -0.0008
Si 0.0002 0.0056 -0.0003
Si -0.0073 -0.006 0.0012
Si 0.0101 0.0071 0.0014
Si -0.0029 0.0009 -0.0024
Si -0.0068 -0.0088 0.0013
Si 0.0006 0.0031 -0.003
Si -0.0071 -0.0012 -0.0001
Si 0.0116 0.0032 0.0004
Si 0.001 -0.0039 0.0029
Si 0.0024 -0.0018 0.0083
Si -0.0013 0.003 -0.0011
Si -0.0048 -0.0029 0.0013
Si -0.0004 0 -0.0029
Si 0.001 -0.0023 0.0036
Si 0.0061 0.0016 0.002
Si -0.0026 0.0022 -0.0038
Si 0.0011 0.002 -0.0077
Si 0.0022 -0.0034 -0.0068
Si -0.0003 0.0033 -0.0112
Si -0.0008 -0.0014 0.0008
Si 0.0029 -0.0037 -0.0042
Si -0.0025 -0.0014 -0.0075
Si -0.001 0.0007 -0.0017
Si 0.0009 0.003 -0.0119
Si 0.0023 -0.0104 -0.003
Si -0.0046 0.0089 -0.0009
Si -0.0024 0.0066 0.0021
Si 0.0068 -0.0053 -0.0026
Si -0.0052 0.0016 -0.0014
Si 0.0052 -0.0048 0.0026
Si 0.0021 -0.0046 -0.0001
Si -0.0077 0.0053 -0.0037
Si -0.0175 0.0071 -0.0041
Si 0.0134 -0.0066 -0.0119
Si 0.0054 -0.0142 -0.009
Si -0.0002 0.0072 -0.0063
Si 0.0088 -0.001 -0.0039
Si -0.0055 -0.0061 -0.0031
Si 0.0016 0.0133 -0.0055
Si 0.0032 -0.0103 -0.0011
O -0.0008 0.0094 -0.0073
O 0.0063 0.0055 0.0007
O -0.0242 -0.0267 -0.0429
O -0.0201 -0.0109 -0.0055
O -0.0088 -0.005 0.0008
O -0.0042 -0.0014 -0.0037
O 0.018 0.0172 -0.0168
O 0.0269 0.02 -0.0264
O -0.0123 0.0085 0.0101
O -0.0102 0.0148 0.0143
O 0.01 -0.008 0.0096
O 0.0122 -0.0179 0.017
O 0.0095 -0.0157 0.0131
O 0.015 -0.005 0.0188
O -0.0038 0.0017 0.0256
O -0.0173 0.0122 0.0154
O -0.0318 0.0192 -0.0416
O -0.0214 0.0313 -0.0434
O -0.015 0.0235 -0.0351
O 0.0112 -0.0235 -0.0297
O 0.0229 -0.0149 -0.0357
O -0.0158 0.0091 -0.0267
O 0.0215 -0.0101 -0.0299
O 0.0196 -0.0315 -0.0385
Si 0.0027 0.0073 0.0437
Si -0.0011 -0.0006 -0.0019
Si 0.0028 0.0034 -0.002
Si 0.0005 -0.0091 0.0412
Si -0.0055 0.0084 0.0022
Si -0.0031 -0.0005 0.001
Si 0.002 0.0008 0.0105
Si -0.0059 0.0098 0.0185
Si -0.0058 -0.0017 -0.0151
Si -0.0033 -0.0046 -0.0094
Si -0.0037 0.0002 -0.0019
Si -0.0009 0.0013 0.0006
Si -0.0023 -0.0045 -0.0108
Si 0.013 -0.0108 0.006
Si -0.0062 0.0073 -0.0139
Si 0.0055 0.0059 -0.0064
Si -0.0042 0.0025 0.0044
Si 0.0011 0.0023 0.0393
Si 0.0045 -0.0003 -0.017
Si -0.0015 0.0001 -0.0079
Si 0.0022 0.0012 -0.0099
Si 0.0027 -0.0032 0.0001
Si -0.0052 0.0046 -0.0113
Si 0.0038 0.0074 -0.0166
Si -0.0044 0.0061 -0.0016
Si 0.0043 -0.0009 -0.0125
Si -0.0069 0.0038 0.0112
Si 0.0029 -0.0052 0.008
Si 0.0011 0.0045 0.0095
Si 0.0022 0.0005 -0.0062
Si 0.0017 0.0064 -0.0053
Si -0.0017 0.0026 -0.0037
Si 0.0095 -0.0069 0.0007
Si -0.0011 -0.0004 0.0011
Si -0.0019 0.001 -0.0049
Si -0.0031 -0.0026 0.0381
Si 0.0008 -0.0028 0.001
O -0.0024 -0.0109 -0.0019
O 0.0006 0 -0.0013
O -0.0037 -0.003 0.0012
O 0.0028 -0.0012 0.0036
O 0.0025 0.002 0.0039
O 0.0061 0 -0.002
O -0.0004 0.0035 0.0079
O -0.007 -0.0012 0.0016
O 0.0024 0.0003 0.0015
O 0.0006 -0.0005 0
O 0.0003 -0.001 -0.0082
O 0.0069 -0.0068 0.0043
O 0.0021 0.0048 -0.0018
O -0.0039 0.002 0.005
O 0 -0.001 0.0009
O -0.0046 0.0036 -0.0162
O -0.0031 0 0.0063
O -0.0001 -0.0001 0.0004
O -0.0004 0.0006 -0.0019
O -0.0036 -0.0031 -0.0045
O 0.0007 0.0009 0.0029
O 0.0052 0.0039 -0.0008
O -0.0111 -0.0042 0.0009
O 0.0019 0.0014 0.0039
O 0.0048 0.005 -0.005
O 0.0009 -0.0006 0.0022
O 0.006 -0.0081 -0.002
O -0.0013 -0.0002 0.0011
O -0.0046 0.0014 -0.0072
O 0.0024 0.001 0.006
O 0.0006 -0.005 -0.0021
O 0.0009 -0.0005 0.009
O 0.0022 -0.0006 -0.0076
O 0.0007 0.002 -0.002
O -0.0041 0.0004 0.002
O -0.0006 -0.0012 0.0097
O 0.0006 0.0032 -0.0085
O -0.0009 -0.001 0.0036
O -0.0005 -0.004 -0.0063
O 0.0002 0 0.0023
O -0.0062 0.0103 0.0156
O -0.0055 0.0137 0.0014
O -0.0003 -0.0051 0.0059
O 0.0009 0.0006 0.0035
O 0.0006 0.0006 0.0002
O -0.0006 -0.0015 -0.0019
O 0.0034 -0.0017 0.0011
O -0.0009 -0.0009 0.0011
O -0.0041 0.0034 -0.0024
O 0.0049 0.0072 0.0012
O 0.0183 0.01 -0.0211
O 0.0081 -0.0027 0.0155
O 0.0003 -0.0001 0.0065
O 0 -0.0015 0.0003
O 0.0134 -0.0021 0.0001
O -0.0108 -0.0189 -0.0191
O -0.0012 -0.0033 -0.0041
O -0.003 0.0028 -0.0072
O 0.0001 0 0.0023
O -0.0004 0.0027 0.0009
O -0.0018 0.0228 -0.0271
O 0.0007 -0.0026 0.0042
O -0.0068 -0.0152 -0.0317
O 0.0052 -0.0104 0.0141
O -0.0061 -0.0023 -0.0032
O 0.0034 0.0011 0.0003

The program warned: the cutoff lies below the one the program advises for these potential files; the exchange-correlation potential is rough where the density is thin.
